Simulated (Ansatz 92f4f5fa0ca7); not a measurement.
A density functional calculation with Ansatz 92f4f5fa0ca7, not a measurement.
Periodic cell of 234 atoms, Si146O88, from a study of silicon, its oxide and their interface. The atomic structure is a simulated model.
This geometry differs little from another in the collection (a relaxation step or a small displacement).

Settings: functional PBE; potential files Ansatz PAW; basis plane waves; wave-function cutoff 700 eV; density cutoff ratio 5; exchange-correlation grid ratio 1; k mesh 2 x 2 x 1, shifted by 0.5 0.5 0.5 of a step; self-consistency stop 5e-08 eV per atom in the density residual; occupations fixed; spin none; net charge 0.

Cell vectors (angstrom)
a 11.6015 0 0
b 0 10.938 0
c 0 0 33.1013

Atoms and the computed forces on them: element, x, y, z (angstrom), force x, y, z (eV/angstrom)
Si -0.1158 -0.029 24.4977 -0.0278 -0.0372 -0.0118
Si 3.7923 0.2083 24.2758 -0.0043 -0.0193 -0.0036
Si 8.0798 -0.244 24.45 0.0165 -0.0792 -0.0807
Si 1.7864 1.3143 24.4091 -0.0108 0.0294 -0.0085
Si 5.6578 1.5896 24.3902 -0.0224 0.0097 -0.051
Si 9.7097 1.4417 24.6038 0.0037 0.0359 -0.0004
Si 0.2885 5.4683 24.2129 -0.0251 -0.0023 0.0255
Si 3.7043 5.3562 24.3093 0.0211 -0.0068 0.0173
Si 7.7484 5.4155 24.4547 0.0043 -0.0228 0.0017
Si 2.0502 6.9656 24.1788 0.0131 0.0035 -0.0075
Si 6.164 7.0887 24.2848 -0.0271 0.0179 0.0168
Si 9.3951 7.0202 24.4111 0.0215 0.0091 -0.0052
Si 1.8981 2.7816 26.2983 0.0181 0.041 0.0026
Si 5.8268 2.714 26.4363 -0.0075 0.0153 -0.002
Si 9.6892 2.809 26.4601 -0.0016 0.0348 0.0032
Si -0.0067 4.217 26.2814 0.0045 -0.0181 -0.0081
Si 3.9032 4.1116 26.34 -0.0112 -0.0383 -0.0143
Si 7.7236 4.0897 26.3786 0.0183 -0.0179 0.0038
Si 2.0046 8.2656 26.1876 -0.0196 0.033 0.0094
Si 5.7954 8.2776 26.3078 0.0184 0.0225 -0.0175
Si 9.6985 8.1467 26.4566 0.0244 0.0186 -0.0024
Si 0.0115 9.533 26.3743 0.0149 -0.0556 -0.0078
Si 3.9009 9.6922 26.2038 -0.0057 -0.0252 -0.0028
Si 7.7991 9.5551 26.4747 -0.0436 -0.0103 -0.0062
Si 0.0285 -0.0003 28.2748 -0.0115 0.0286 0.0068
Si 3.846 0.0061 28.2339 0.0014 0.0226 0.0093
Si 7.7451 0.0246 28.3257 0.0048 0.0164 0.0055
Si 1.9316 1.4066 28.2425 0.001 -0.0292 -0.0108
Si 5.7877 1.3391 28.3176 -0.0066 -0.0203 0.0077
Si 9.696 1.3588 28.3066 0.0032 -0.0195 0.0088
Si 0.0513 5.4881 28.2669 0.0037 0.0195 -0.0122
Si 3.8701 5.4772 28.2645 0.0092 0.0166 -0.0047
Si 7.7239 5.4957 28.2736 -0.0056 0.0221 0.0087
Si 1.97 6.8846 28.1901 0 -0.0219 -0.0033
Si 5.7884 6.8687 28.2359 -0.0004 -0.025 0.0097
Si 9.697 6.7887 28.3367 -0.0082 -0.0111 -0.0072
Si 1.9336 2.7345 30.202 -0.0193 0.0187 0.004
Si 5.8008 2.7345 30.202 -0.0209 0.038 0.2004
Si 9.6679 2.7345 30.202 0.0564 0.0595 0.1715
Si 0 4.1018 30.202 0.1587 0.0252 -0.0732
Si 3.8672 4.1018 30.202 -0.0202 0.0892 -0.0281
Si 7.7343 4.1018 30.202 -0.0863 0.0382 -0.0996
Si 1.9336 8.2035 30.202 0.0579 0.0528 -0.2868
Si 5.8008 8.2035 30.202 -0.0189 0.073 -0.1197
Si 9.6679 8.2035 30.202 0.0001 0.0255 0.2053
Si 0 9.5708 30.202 0.0671 0.0358 0.0316
Si 3.8672 9.5708 30.202 -0.0916 0.0253 -0.1819
Si 7.7343 9.5708 30.202 0.0389 -0.0184 0.2738
Si 0 0 32.1356 -0.0155 -0.077 -0.0421
Si 3.8672 0 32.1356 -0.009 0.0955 -0.0183
Si 7.7343 0 32.1356 0.0072 -0.0955 -0.0099
Si 1.9336 1.3673 32.1356 0.051 0.0155 -0.0548
Si 5.8008 1.3673 32.1356 0.0042 -0.0014 0.0742
Si 9.6679 1.3673 32.1356 -0.0291 0.039 0.0321
Si 0 5.469 32.1356 0.0235 0.0464 0.0177
Si 3.8672 5.469 32.1356 -0.0085 -0.0306 -0.0037
Si 7.7343 5.469 32.1356 -0.0005 -0.0368 -0.0261
Si 1.9336 6.8362 32.1356 -0.0345 -0.1101 -0.0498
Si 5.8008 6.8362 32.1356 -0.0001 -0.1129 0.0404
Si 9.6679 6.8362 32.1356 0.012 0.0757 0.0366
Si 1.9336 2.7345 0.9679 -0.008 0.0934 -0.1186
Si 5.8008 2.7345 0.9679 -0.1025 -0.0642 0.143
Si 9.6679 2.7345 0.9679 0.1212 0.2092 -0.1621
Si 0 4.1018 0.9679 -0.0491 -0.0348 0.0592
Si 3.8672 4.1018 0.9679 0.2233 0.1173 -0.0207
Si 7.7343 4.1018 0.9679 -0.1495 0.0231 -0.1199
Si 1.9336 8.2035 0.9679 -0.0269 -0.161 0.2678
Si 5.8008 8.2035 0.9679 0.0208 0.0384 0.2898
Si 9.6679 8.2035 0.9679 -0.048 -0.1256 0.0608
Si 0 9.5708 0.9679 -0.0735 -0.0924 -0.3549
Si 3.8672 9.5708 0.9679 -0.0068 -0.1729 0.0886
Si 7.7343 9.5708 0.9679 -0.0058 -0.0959 -0.2525
Si -0.0148 0.0169 2.8316 0.0109 0.0231 0.0066
Si 3.8424 -0.0385 2.9246 -0.0007 0.0234 0.0077
Si 7.7424 0.0453 2.8195 -0.0038 0.0295 -0.0009
Si 1.928 1.3258 2.8421 -0.0066 -0.0333 -0.015
Si 5.7659 1.3325 2.909 0.0041 -0.0279 -0.013
Si 9.6533 1.3964 2.8779 -0.0006 -0.0284 0.0034
Si -0.0336 5.4154 2.9443 0.001 0.0112 0.0084
Si 3.9169 5.4757 2.9107 -0.0264 0.0165 -0.0011
Si 7.6816 5.4529 2.8947 -0.0012 0.0146 -0.0103
Si 1.9414 6.777 2.9257 0.0149 -0.017 -0.0049
Si 5.8303 6.9485 3.0169 0.0128 -0.0091 0.0028
Si 9.6394 6.7852 2.8874 -0.0019 -0.0064 0.0057
Si 1.8519 2.6816 4.7359 -0.0047 0.0214 -0.0133
Si 5.6987 2.5283 4.9431 -0.0264 -0.0063 0.0274
Si 9.488 2.5793 4.9234 0.0075 0.0231 0.0006
Si -0.0948 3.9735 4.8626 -0.006 -0.009 0.0107
Si 3.8279 3.9584 4.7315 0.0256 -0.0291 -0.0006
Si 7.5656 3.9991 4.7557 -0.0003 -0.0034 0.0103
Si 2.0105 8.0912 4.8947 -0.0231 0.016 0.0146
Si 5.9415 8.5111 4.96 -0.0127 0.026 0.0161
Si 9.7127 8.2557 4.717 0.0542 0.0435 0.0141
Si 0.1083 9.4768 4.6331 0.0036 -0.0046 0.0139
Si 3.8441 9.6362 4.9512 0.0044 -0.0232 0.0007
Si 7.9798 9.8451 4.8307 -0.0128 -0.005 0.0077
Si -0.1441 -0.1321 6.5198 -0.0776 -0.0894 -0.0509
Si 3.4776 -0.0714 7.0004 0.0253 -0.0747 -0.007
Si 7.7046 0.7183 8.2181 -0.0702 0.009 -0.0007
Si 1.6607 1.4192 6.6966 0.0146 0.0462 0.0154
Si 5.4915 1.466 7.2379 0.0858 0.0729 0.0011
Si 9.132 0.5464 6.295 0.0289 -0.0196 -0.0203
Si 0.0877 5.1528 6.9249 -0.028 -0.0106 -0.0204
Si 3.9054 5.9862 7.278 0.0041 0.0013 0.0099
Si 7.4062 5.388 6.6459 0.0141 -0.0126 0.0173
Si 1.7468 6.9579 7.0415 0.0075 0.0157 -0.0072
Si 5.8616 7.2357 6.9356 0.0075 0.0256 -0.0119
Si 9.5732 6.1676 7.1344 -0.0073 0.0049 -0.0054
O 4.8651 2.6223 8.2742 -0.0106 -0.0081 0.0066
O 3.8071 4.8059 6.1468 0.0046 -0.0043 -0.0072
O 5.9397 8.0206 8.425 0.0044 -0.0051 0.0063
O 9.7089 7.5398 6.2218 -0.0142 -0.0134 -0.0046
O 6.7424 10.4728 8.869 0.0058 -0.0415 0.022
O 9.481 6.5242 8.7202 -0.0067 0.008 0.0158
O 2.8511 9.7835 8.175 -0.0092 0.0329 -0.0166
O 8.7817 1.0923 9.447 0.02 -0.0061 0.0045
O 6.8512 4.2846 7.7677 -0.0098 -0.0055 -0.0027
O 4.4059 5.2051 8.6751 -0.0081 0.0041 0.0063
O 0.1417 9.7704 7.8027 0.0172 0.0194 0.0068
O 0.3086 4.0435 8.1573 0.0094 -0.0076 0.0076
O 2.1598 7.5677 22.5935 0.0013 0.0019 -0.0026
O 1.7417 2.0247 22.8844 0.0015 -0.0191 0.0096
O 5.9371 2.8198 23.3467 -0.0006 -0.0102 -0.01
O 3.8581 10.511 22.7269 -0.0029 0.0037 -0.0034
O 6.7403 8.155 23.1246 -0.0023 -0.0028 -0.001
O 6.655 11.3177 23.8816 0.023 0.0726 0.1037
O 4.938 6.2126 23.6137 0.0055 0.001 -0.0187
O 10.6808 6.3895 23.5867 -0.005 0.0014 -0.0183
O 0.6163 4.3684 23.0383 0.0021 -0.0035 -0.0128
O 7.6127 4.7663 22.907 -0.0047 -0.0019 0.0001
O -0.4015 10.0286 23.0933 -0.002 0.0109 0.0064
O 9.8016 2.496 23.2982 -0.007 -0.0074 -0.0005
Si 1.4278 8.911 8.3716 -0.0174 -0.0119 -0.006
Si 7.9868 5.9782 15.2283 -0.0014 -0.0002 -0.0027
Si 3.7673 0.1182 21.1845 0.005 -0.0048 -0.0009
Si 8.8073 3.9103 13.4078 -0.0028 -0.0011 -0.0039
Si 2.5244 7.3648 20.9945 0.0021 -0.0003 0.0015
Si 5.1035 8.1011 16.7707 -0.0013 0.0001 -0.0017
Si 10.2879 10.1001 21.7261 -0.001 -0.0053 -0.003
Si 3.2562 0.3049 12.8665 0.0019 -0.0006 -0.0015
Si 12.5717 2.6053 8.6184 0.004 0.0128 0.0134
Si 1.9487 3.591 22.4717 -0.0034 0.0176 0.0164
Si 8.7577 5.0119 18.0235 -0.0005 0.0012 -0.0027
Si 4.862 2.8706 20.0941 0.001 -0.0043 0.0029
Si 8.9068 7.158 10.0845 -0.0029 -0.0036 -0.0155
Si 7.2176 9.0975 14.9643 -0.0002 0.0016 -0.0019
Si 6.9113 2.3262 17.7666 -0.0015 -0.0005 -0.0035
Si 1.3883 9.0039 13.4228 -0.0009 0.0013 -0.002
Si 9.4653 2.1924 21.7278 0.0007 -0.0026 -0.001
Si 4.929 8.6426 19.7176 -0.0036 0.001 0.0018
Si -0.3207 8.8435 10.9128 -0.0025 -0.0008 -0.0036
Si 1.1742 9.9271 19.8975 -0.0043 -0.0032 0.0037
Si 3.6789 7.2144 14.1889 0.0017 0.0009 -0.001
Si 8.5565 10.4759 17.2002 0.0011 -0.0004 -0.0044
Si 8.3229 8.7066 23.1905 0.0175 0.0013 0.0309
Si 6.5933 9.0051 9.5562 0.0055 0.0206 -0.0142
Si 4.5685 4.5282 12.976 0.0041 -0.0006 -0.0042
Si 10.2595 0.8978 10.1511 -0.0157 -0.0014 -0.0072
Si -0.3429 2.3338 12.7161 -0.0021 0.0015 0.0004
Si 11.0599 3.299 19.254 -0.0009 -0.0004 -0.0029
Si 2.217 4.2512 20.2724 0.0022 0.0034 -0.0008
Si 5.5331 9.3197 12.5732 0.0021 0.0002 -0.006
Si 6.4002 3.505 15.022 0.0007 -0.0006 -0.003
Si 7.0534 4.7983 11.2704 0.0042 0.0016 -0.0099
Si 12.7359 0.5287 14.809 -0.0005 -0.0004 -0.0012
Si 5.5538 4.0309 8.7277 0.0041 -0.0028 -0.0105
Si 7.4015 7.7045 18.5015 -0.0013 0.0008 0.0006
Si 14.0098 2.8603 11.3768 0.0022 -0.0028 -0.0028
Si 6.8124 3.5439 22.1818 -0.0022 0.004 -0.0035
Si 11.5356 0.5733 17.6149 -0.0003 -0.0024 -0.0022
O 2.1307 7.6459 13.9097 -0.0003 0.0018 0.001
O 10.4843 2.9965 20.7553 -0.0019 -0.0004 -0.0011
O 7.7662 0.9065 17.7181 -0.0005 0.0006 0.0012
O 11.4051 1.5943 9.2047 0.0049 0.0064 0.0027
O 10.341 3.4179 13.4975 0.0013 -0.0019 0.0013
O 8.195 3.8229 11.8984 -0.0024 0.0014 0.0042
O 4.2679 1.6667 21.043 -0.0001 0.002 -0.0016
O 4.0348 7.3659 15.7883 0.0001 0.0008 0.0002
O 5.7442 2.208 18.8991 -0.0011 0.003 0.0003
O 7.7902 3.6805 18.1013 -0.0006 -0.0006 0.001
O 3.5969 3.7427 19.5346 -0.0003 -0.0003 -0.0007
O 7.8343 6.1228 10.7382 0.0012 -0.0038 0.0034
O 3.2952 4.1684 23.233 0.008 -0.0029 -0.0091
O 8.1143 8.5459 9.8445 0.0001 -0.0083 0.0083
O 10.1629 -0.238 17.2936 -0.0007 0.0018 0.0013
O 9.1069 8.9555 21.7455 0.0042 0.0065 -0.0064
O 4.6711 8.0876 13.2216 -0.001 0.0001 0.0031
O 1.7126 8.3977 20.0175 0.0011 0.002 0.0002
O 12.589 -0.409 18.3942 -0.0007 0.0012 0.0015
O 7.9189 2.5992 21.44 0.0005 -0.0003 0.0023
O 6.5792 5.1174 15.3491 0.0027 -0.0013 -0.0002
O 15.1375 3.9397 11.8529 -0.0024 -0.0007 0.002
O 7.8275 3.0106 14.3692 0.0002 0.0032 0.0009
O 6.2319 3.906 10.1896 -0.0029 0.0006 0.002
O 4.1057 7.6392 20.7014 -0.0027 0.001 -0.003
O 11.6923 1.1556 13.7328 0.0004 0.0019 0
O 12.5942 3.0909 12.1621 0.0002 -0.0016 0.0021
O 4.8131 10.7694 12.8523 -0.0021 -0.0006 0.0013
O 4.3949 -2.2847 18.1419 0.0024 -0.001 0.0022
O 8.1938 9.0763 18.0183 -0.0013 -0.0003 0.0012
O 12.5865 3.8299 19.3057 -0.0018 -0.0011 -0.0004
O 6.3428 7.1713 17.3416 0.0014 0.0026 0.0027
O -1.021 -0.6748 10.4788 0.0027 -0.0004 0.0049
O 8.2357 10.1918 15.6123 -0.0014 -0.0017 0.0029
O -0.3372 9.8799 20.4764 0.0009 0.0002 0
O 12.5625 -1.0986 14.7627 0.0018 0.0009 -0.0017
O 8.7636 5.4745 13.8809 -0.0018 -0.0028 0.0038
O 3.7693 5.6425 13.8299 0.0001 -0.0004 0.0011
O 13.7828 5.8715 20.472 0.0007 -0.0015 -0.0011
O 2.3961 -1.0308 12.5044 -0.0004 0.0012 0.0035
O 10.2363 7.5847 10.8996 0.0033 0.0009 0.0032
O -2.0457 0.5912 21.4986 0.0007 0.0045 0.0009
O 8.2866 6.3647 18.8633 -0.0006 -0.0003 -0.0008
O 4.7641 10.1658 20.2563 -0.0028 0.0007 0.0019
O 5.8859 5.2585 12.3191 -0.0032 -0.0019 0.0035
O 13.6891 2.9531 9.7777 -0.0036 -0.0026 -0.0001
O 5.7482 9.0735 10.9604 -0.0063 0.0005 0.012
O 5.761 3.9117 20.9907 0.0015 -0.002 0.0024
O 5.8202 9.2452 15.8332 0.0016 -0.0022 0.0007
O 10.3089 1.7022 11.5594 0.0037 0.0002 0.0045
O 3.0221 1.3843 11.6818 -0.0009 0.0012 0.0051
O 0.1045 8.7675 12.4804 0.0016 0.0014 0.0032
O 6.9588 9.4008 13.378 -0.0019 -0.0007 0.0042
O 0.9994 8.6087 9.939 0.0011 0.0001 0.0049
O 0.7526 12.0022 16.285 -0.0005 -0.0004 0.0011
O 6.4904 8.1666 19.7759 -0.0016 0.0012 -0.0029
O 8.9261 5.5506 16.4929 -0.0017 -0.0002 0.002
O 2.2119 -0.0229 20.685 0.0023 0.0004 0.0006
O 10.195 4.4954 18.5725 -0.0001 -0.0006 0.0023
O 5.1293 3.3542 13.9895 -0.0001 0.0036 0.001
O 6.1561 2.5797 16.3332 0.0009 0.0011 0.0041
O 7.8109 7.5793 15.0707 -0.0009 0.0009 0.003
O 2.6783 0.8787 14.31 -0.0023 -0.0023 -0.0014
O 11.0674 1.9044 18.424 0.0003 0.0026 0.0029

Results
free energy: -142874.353 eV
free energy less fixed offsets of O -569.03, Si -635.61 eV per atom: -0.653 eV

The program warned: the cutoff lies below the one the program advises for these potential files; the exchange-correlation potential is rough where the density is thin.
